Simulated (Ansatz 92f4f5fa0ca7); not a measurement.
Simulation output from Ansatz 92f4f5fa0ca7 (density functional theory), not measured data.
Periodic cell of 300 atoms, Si196O104, from a study of silicon, its oxide and their interface. The atomic structure is a simulated model.
Doubt: the cutoff is far below the 930 eV that the study's wrapper takes by default for these files, so forces and energies are approximate.
This geometry differs little from another in the collection (a relaxation step or a small displacement).

Settings: functional PBE; potential files Ansatz PAW; basis plane waves; wave-function cutoff 580 eV; density cutoff ratio 5; exchange-correlation grid ratio 1; k mesh 1 x 1 x 1, Gamma-centred; self-consistency stop 5e-08 eV per atom in the density residual; occupations fixed; spin none; net charge 0.

Cell vectors (angstrom)
a  11.6015  0  0
b  0  10.938  0
c  0  0  42.1084

Atoms and the computed forces on them: element, x, y, z (angstrom), force x, y, z (eV/angstrom)
Si  0  0  0.9665  0.0043  0.0518  0.0077
Si  3.8672  0  0.9665  0.0023  0.03  0.0028
Si  7.7343  0  0.9665  -0.0068  0.0766  0.0294
Si  1.9336  1.3673  0.9665  0.006  -0.0872  -0.0189
Si  5.8008  1.3673  0.9665  -0.0039  -0.0458  -0.0068
Si  9.6679  1.3673  0.9665  -0.0033  -0.0354  0.0057
Si  0  5.469  0.9665  0.0037  -0.0282  -0.0181
Si  3.8672  5.469  0.9665  0.002  -0.0241  -0.0012
Si  7.7343  5.469  0.9665  -0.0008  0.0664  0.0023
Si  1.9336  6.8362  0.9665  -0.0005  -0.0489  -0.0216
Si  5.8008  6.8362  0.9665  -0.009  -0.0231  0.0059
Si  9.6679  6.8362  0.9665  0.0085  -0.0227  0.0051
Si  1.9336  2.7345  41.1413  0.0038  0.154  -0.0775
Si  5.8008  2.7345  41.1413  -0.0074  0.0686  -0.0279
Si  9.6679  2.7345  41.1413  0.0111  0.0251  -0.0039
Si  0  4.1018  41.1413  -0.0173  0.0304  0.0221
Si  3.8672  4.1018  41.1413  0.0084  0.0705  0.065
Si  7.7343  4.1018  41.1413  -0.0157  -0.0526  0.0141
Si  1.9336  8.2035  41.1413  0.0046  0.0727  -0.0213
Si  5.8008  8.2035  41.1413  -0.0248  -0.0057  0.042
Si  9.6679  8.2035  41.1413  0.0108  -0.0323  0.0793
Si  0  9.5708  41.1413  -0.0193  -0.0591  -0.0208
Si  3.8672  9.5708  41.1413  0.019  -0.0486  -0.021
Si  7.7343  9.5708  41.1413  0.0185  -0.0781  -0.0375
Si  0  0  4.8337  -0.0043  0.071  0.2051
Si  3.8672  0  4.8337  0.0013  0.1206  -0.157
Si  7.7343  0  4.8337  0.0988  0.165  0.2709
Si  1.9336  1.3673  4.8337  0.0633  -0.2019  -0.0372
Si  5.8008  1.3673  4.8337  0.0753  -0.1463  -0.1213
Si  9.6679  1.3673  4.8337  -0.1424  -0.0829  -0.0113
Si  0  5.469  4.8337  -0.0793  -0.0437  -0.3412
Si  3.8672  5.469  4.8337  0.0235  -0.0134  -0.1558
Si  7.7343  5.469  4.8337  0.0109  0.0809  0.1494
Si  1.9336  6.8362  4.8337  -0.0009  0.0942  0.0665
Si  5.8008  6.8362  4.8337  0.0618  0.0949  -0.0556
Si  9.6679  6.8362  4.8337  0.0254  0.1755  0.2189
Si  1.9336  2.7345  2.9001  -0.0036  0.1001  0.0362
Si  5.8008  2.7345  2.9001  -0.0021  0.0591  0.0399
Si  9.6679  2.7345  2.9001  0.0301  0.0805  0.0571
Si  0  4.1018  2.9001  0  0.1041  -0.1088
Si  3.8672  4.1018  2.9001  0.0117  0.0647  -0.069
Si  7.7343  4.1018  2.9001  0.0067  -0.0745  -0.0106
Si  1.9336  8.2035  2.9001  -0.0012  -0.0062  -0.0531
Si  5.8008  8.2035  2.9001  -0.0089  -0.0287  -0.0653
Si  9.6679  8.2035  2.9001  0.0055  0.0205  -0.0095
Si  0  9.5708  2.9001  -0.0135  -0.0869  0.0437
Si  3.8672  9.5708  2.9001  0.025  -0.0408  0.0338
Si  7.7343  9.5708  2.9001  -0.003  -0.1583  0.0976
Si  2.5439  -2.0399  29.1167  -0.0013  0.0016  -0.0051
Si  3.7079  -0.3684  31.4515  0.0089  0.0004  0.0006
Si  7.6204  -0.1571  31.4053  0.0045  -0.0057  -0.0016
Si  1.4966  1.7127  31.1684  -0.0015  0.004  -0.006
Si  5.5834  1.1163  31.3881  -0.0077  -0.0003  -0.0069
Si  9.9559  2.0099  31.3635  0.0061  -0.018  -0.0303
Si  -2.1071  4.9119  30.4257  -0.0065  -0.0014  -0.0095
Si  3.8317  5.9085  32.1331  -0.0022  0.0003  -0.0041
Si  7.3711  5.1116  31.3907  -0.0038  -0.0131  -0.0103
Si  2.2667  5.8205  29.7003  0.0023  -0.0032  -0.0035
Si  5.9158  6.9263  31.6463  -0.0039  0.0026  -0.0064
Si  11.3793  5.6666  31.5717  0.0037  -0.0018  -0.0028
Si  1.864  2.8588  33.2594  0.0023  -0.0015  -0.0015
Si  5.7383  2.6196  33.3328  -0.0014  -0.0024  0.0036
Si  9.7043  2.8331  33.52  -0.0036  0.0087  0.0196
Si  -0.011  4.266  33.4907  0.0037  -0.0023  -0.0055
Si  3.8855  4.0681  33.5661  0.0003  0.0007  0.0028
Si  7.6715  4.0299  33.468  -0.0012  0.0008  -0.0047
Si  2.3048  7.6158  33.0913  0.0015  -0.0054  0.0014
Si  6.0958  8.2592  33.5328  0.0041  0.0051  0.0018
Si  11.5891  7.9458  32.1855  -0.004  0.0074  -0.0107
Si  -1.3441  8.8222  33.9565  -0.0016  0.0033  0.0027
Si  3.9726  9.3385  33.4244  0.0006  -0.0019  -0.0017
Si  8.0344  9.6587  33.4714  -0.0045  -0.0031  -0.0048
Si  -0.2177  -0.2349  35.241  0.0025  0.0002  -0.0006
Si  3.7566  -0.0857  35.2525  -0.0008  0.0034  0.0013
Si  7.6884  0.0747  35.3534  -0.007  0.0012  0.0014
Si  1.7722  1.231  35.0901  -0.0019  -0.0013  -0.0004
Si  5.6821  1.3171  35.295  0.0026  -0.0009  -0.0018
Si  9.6453  1.3752  35.3829  0.0022  -0.0016  0.0019
Si  0.0396  5.5237  35.4438  -0.0093  -0.0009  0.01
Si  3.9084  5.4298  35.4722  -0.0054  -0.0031  0.0034
Si  7.7977  5.5158  35.3227  0.0065  -0.0013  0.0033
Si  1.9917  6.8084  35.3208  0.0086  0.0023  -0.0025
Si  5.8521  6.8205  35.3934  -0.0017  -0.0001  -0.0022
Si  9.7625  6.945  35.3979  -0.0005  -0.0024  0.0004
Si  1.8951  2.618  37.1584  -0.0006  0.0014  -0.0017
Si  5.8028  2.715  37.2398  -0.0018  0.0015  -0.0022
Si  9.6847  2.7475  37.295  0.0007  0.0031  -0.0007
Si  0.028  4.0751  37.296  -0.0014  -0.0006  -0.0019
Si  3.8459  4.0239  37.325  0.0006  0.0014  -0.0031
Si  7.7585  4.1123  37.2497  0.0006  -0.0004  -0.002
Si  1.9354  8.2014  37.2509  -0.0015  -0.002  -0.0012
Si  5.7968  8.23  37.2868  0.0009  0.0001  -0.0009
Si  9.6534  8.2317  37.3467  0.0007  -0.0019  0.0013
Si  -0.0048  9.5606  37.2975  -0.0005  0.0007  0.0005
Si  3.8424  9.581  37.2621  -0.0004  -0.0002  -0.0021
Si  7.7262  9.5992  37.2688  0.0008  0.0002  -0.0018
Si  0  0  39.2078  0.0639  0.1039  0.1085
Si  3.8672  0  39.2078  -0.0325  0.0881  -0.084
Si  7.7343  0  39.2078  -0.0476  0.1236  0.0744
Si  1.9336  1.3673  39.2078  -0.0459  -0.1389  -0.2894
Si  5.8008  1.3673  39.2078  0.1001  -0.0365  -0.0976
Si  9.6679  1.3673  39.2078  0.0016  -0.0615  0.0806
Si  0  5.469  39.2078  0.1199  -0.0531  0.0633
Si  3.8672  5.469  39.2078  -0.1351  -0.1877  0.1334
Si  7.7343  5.469  39.2078  -0.0184  -0.0309  -0.0543
Si  1.9336  6.8362  39.2078  -0.0151  -0.0497  -0.1638
Si  5.8008  6.8362  39.2078  0.0094  0.0105  -0.0751
Si  9.6679  6.8362  39.2078  -0.0865  -0.1391  0.2921
Si  1.9337  2.7146  6.7656  0.0001  0.0026  0.001
Si  5.8351  2.7221  6.754  -0.0008  0.0009  0.0012
Si  9.6266  2.6956  6.7957  -0.0006  0.0021  0.0006
Si  -0.0126  4.0172  6.6638  0.0006  -0.0005  0.0032
Si  3.8875  4.0521  6.7102  0.0007  -0.0007  -0.0009
Si  7.7282  4.1172  6.79  0.0007  0.0001  0.0002
Si  1.9535  8.2525  6.7496  -0.0013  0.0004  0.0001
Si  5.85  8.282  6.7129  0.0005  0.0013  -0.0016
Si  9.6803  8.2413  6.7964  -0.0004  -0.0008  0.0008
Si  0.0165  9.6309  6.8348  0.0017  -0.0014  0.0003
Si  3.8911  9.6082  6.7671  -0.0001  -0.0014  0.0025
Si  7.7693  9.6339  6.8511  -0.0001  -0.0013  -0.0009
Si  -0.0131  0.0685  8.8362  0.0003  0.0011  0.0032
Si  3.8893  0.1182  8.651  0.0012  0.0018  -0.0012
Si  7.7026  -0.0775  8.9549  -0.0033  0.0018  0.0053
Si  1.9663  1.4597  8.7813  -0.0012  -0.0025  -0.0017
Si  5.8544  1.4037  8.7232  0  -0.0003  -0.0014
Si  9.6094  1.4016  8.8216  0.0034  0  0.0005
Si  0.0239  5.4669  8.4522  -0.002  -0.0043  -0.0037
Si  3.9837  5.5245  8.5111  -0.0051  -0.001  -0.0042
Si  7.7136  5.4804  8.7463  -0.0035  -0.0041  -0.0001
Si  1.9899  6.787  8.586  0.0017  -0.0022  -0.0023
Si  5.8416  6.9398  8.6092  0.0042  0.0026  0.0009
Si  9.6796  6.7546  8.6378  0.0034  0.0016  0.0005
Si  2.0801  2.4768  12.699  0.0006  -0.0059  0.0062
Si  5.9132  2.7938  10.6336  0.0035  -0.0048  -0.0025
Si  9.723  2.8898  10.6865  -0.0093  -0.008  -0.0009
Si  0.1009  4.2187  10.3852  0.0046  0.0012  -0.0051
Si  4.1251  4.3877  10.5371  -0.0041  -0.0001  0.0053
Si  7.7348  4.2646  10.8212  0.0004  0.0055  0.0008
Si  1.9732  8.1854  10.4805  -0.005  0.0013  0.0095
Si  5.4224  8.1413  10.6102  0.0043  -0.0001  0.0039
Si  10.1792  7.5387  10.7899  -0.0056  0.0014  0.0021
Si  -0.0177  9.3597  10.5741  0.0049  -0.0005  -0.0061
Si  3.7045  9.7007  10.5266  -0.0021  0.0003  0.0016
Si  7.1868  9.7116  11.1434  -0.004  0.0013  -0.0074
Si  -0.1488  -1.0862  12.8507  -0.0038  0.002  -0.0021
Si  1.8902  -1.3127  13.9853  0.0009  0.001  0.0096
Si  10.1652  -2.3905  14.3988  -0.0127  -0.0047  0.0013
Si  2.1341  3.1253  10.5025  0.0014  0.0008  -0.0049
Si  6.4062  0.4391  12.8049  0.0003  0.0012  -0.0021
Si  10.7969  1.1369  13.0425  -0.0034  0.0015  0.0043
Si  0.103  5.987  11.8994  -0.0073  0.0015  0.0129
Si  6.9491  5.8268  12.6078  0.0039  -0.0025  0.0067
Si  8.2726  7.8697  12.1784  0.0084  -0.0049  0.0186
Si  2.2603  7.0157  12.5428  0.0028  0.0038  -0.0041
Si  4.5913  6.2742  11.9798  -0.0005  0.0027  -0.0027
Si  10.7972  5.4991  14.7001  0.0002  0.0008  -0.0024
O  9.5495  4.6589  15.2927  0.0012  0.0001  -0.0008
O  -0.8181  7.1299  15.0131  0.0011  0.0018  -0.0031
O  -5.6822  12.7102  11.9676  0.0003  -0.0016  0.0017
O  9.7483  1.8085  11.9706  0.0056  0.0042  -0.0029
O  -0.8802  5.3408  13.0855  0.008  0.001  -0.0075
O  13.7407  7.9613  13.9475  -0.0027  0.0004  -0.0016
O  12.0973  4.7017  15.2467  -0.0005  0  -0.0008
O  10.122  12.1783  14.5154  -0.0007  0  -0.0011
O  5.1051  10.5588  13.4101  -0.001  0.0021  0.0006
O  2.4802  3.6439  13.8147  0.001  -0.0008  -0.0042
O  9.5541  4.7664  21.574  -0.0004  -0.0001  -0.0005
O  8.5771  0.8735  16.479  0.0004  -0.0004  0.0004
O  2.3168  7.4406  29.7723  -0.0004  -0.0016  0.0014
O  3.6232  9.6997  30.0424  -0.0001  0.0004  0.0011
O  5.7909  7.71  30.169  0.0025  -0.0005  0.0029
O  2.6166  5.37  28.1925  -0.0014  0.0008  0.0036
O  9.6106  5.4732  28.881  0.0005  -0.0029  0.0064
O  1.0764  9.5941  29.033  -0.0022  -0.0023  0.0016
O  5.5348  1.777  29.8561  0.0055  0.0082  0.0017
O  11.4787  1.4461  31.087  -0.0067  0.0067  0.0101
O  8.8587  11.7911  31.0172  0.0009  0.0028  0.0064
O  7.5439  -1.2351  30.1546  -0.0018  0.0002  0.0023
O  2.9304  0.528  27.6587  0.0002  -0.001  0.0003
O  -1.8979  3.264  30.3217  0  0.01  0.0014
Si  6.0839  3.1543  29.1801  0.0045  0.0028  0.0056
Si  7.23  8.96  19.2323  -0.0003  -0.0004  0.0007
Si  11.5069  1.2379  21.1456  -0.0014  -0.0001  0.0006
Si  -0.4804  9.188  29.2864  0.0013  -0.0007  -0.0007
Si  8.7736  -6.4467  20.1541  -0.0008  -0.0013  -0.0001
Si  2.6648  1.9179  21.5943  -0.0004  0  0.0014
Si  8.4603  5.2792  25.569  -0.0016  -0.0004  -0.0015
Si  5.337  6.0829  25.3516  -0.0001  -0.0002  -0.0004
Si  7.1989  0.4128  24.9251  -0.0016  -0.0005  0.0005
Si  7.9412  4.6825  15.5014  -0.0009  0.0032  0.0013
Si  1.2559  11.6385  16.4321  0.0006  0.002  0.0036
Si  9.8717  0.1514  23.2368  -0.0006  0.0002  -0.0001
Si  8.2025  2.4435  26.9333  -0.0005  -0.0011  -0.0027
Si  1.7895  3.7072  15.3063  -0.0022  0.0014  0.0056
Si  13.5597  4.9405  17.8127  -0.0021  0.0003  0.0024
Si  14.5537  10.9914  19.0385  0.0001  -0.0003  0.0019
Si  5.8394  11.475  18.1425  -0.0003  0.0002  0.002
Si  6.1629  2.8341  20.3398  -0.0006  -0.0002  0.0008
Si  3.5901  10.6167  12.7527  0.0066  -0.0011  -0.0057
Si  5.7972  9.1521  26.3563  -0.0004  -0.001  -0.0012
Si  3.6276  4.3304  27.4373  -0.001  -0.0013  -0.0024
Si  3.0591  10.2005  26.6364  -0.0012  -0.0008  -0.0008
Si  5.5518  9.0238  21.6133  -0.0007  0.0009  0.0007
Si  11.9541  -0.9425  25.1081  -0.0006  -0.0002  -0.0001
Si  9.7519  5.934  22.711  -0.0007  0.0001  0.0007
Si  6.8382  8.5568  29.2399  0.0018  -0.0019  -0.0029
Si  10.7386  0.5091  27.541  -0.0008  0.0004  -0.0004
Si  9.9695  11.2588  15.8572  0.001  -0.001  0.0004
Si  7.2844  1.525  15.6956  -0.0014  -0.0002  0.0019
Si  12.3684  7.6679  23.1296  -0.0007  0  -0.0001
Si  3.7254  6.8061  22.7671  -0.0006  -0.0009  0.0002
Si  5.2089  11.8864  22.5416  0.0002  0.0003  0.0002
Si  8.4372  8.6823  21.92  -0.0006  -0.0002  0.0009
Si  11.5079  6.7207  18.7206  -0.0014  -0.0004  0.0009
Si  11.3593  3.8909  19.313  -0.0012  -0.0004  0.0002
Si  8.4198  6.4926  18.0459  -0.0006  0.0004  -0.0004
Si  0.8285  -1.6324  20.3409  -0.001  0.0001  0.0009
Si  3.614  4.6124  20.4977  -0.0009  -0.0004  0.0009
Si  1.9991  1.8169  28.0424  -0.0017  0  -0.0026
Si  9.3354  6.8758  28.0997  -0.0036  0.0007  -0.0014
O  11.6137  -0.1999  20.3478  -0.0002  -0.0003  -0.0005
O  4.9041  3.8284  28.3023  0.0014  -0.001  0.0023
O  7.0769  -1.0901  25.5882  -0.0006  0.0013  -0.0005
O  7.6318  7.9236  18.0444  -0.0004  -0.0005  -0.0002
O  10.0588  6.692  17.9323  0.0001  0.0004  -0.0007
O  6.9279  8.9184  22.506  -0.0007  0  -0.0004
O  2.6374  3.0466  27.1523  0.0008  0.0003  0.0002
O  5.4891  7.6107  25.9212  -0.0003  0.0002  0.0003
O  12.519  8.6929  21.854  -0.0005  0.0001  -0.0007
O  2.2404  7.0127  23.4146  0  -0.0003  -0.0001
O  4.4119  10.7191  18.3776  -0.0007  -0.0003  -0.0003
O  7.9756  7.5397  28.6886  -0.0028  0.0018  0.001
O  3.0034  8.8299  27.5531  -0.0013  -0.0004  0.0018
O  9.234  5.3647  24.1412  0  -0.0002  0
O  6.8413  5.4473  25.3713  -0.0004  -0.0005  0.0001
O  11.2989  0.0814  24.0216  -0.0005  0  -0.0003
O  10.5773  7.921  28.375  -0.0006  0.0001  0.0017
O  9.7646  3.8753  18.9886  -0.0014  -0.0001  0.0004
O  7.4151  2.8786  28.2886  -0.0085  0.0025  0.0089
O  11.2649  11.5298  16.8001  0.0002  -0.0011  -0.0014
O  1.7335  10.3718  15.4723  -0.0007  -0.0019  -0.0066
O  8.1064  -5.1027  19.5164  -0.001  0.0001  -0.0006
O  3.6333  5.9489  21.4003  -0.0008  0.0001  -0.0003
O  4.7419  6.1092  23.8319  -0.0005  -0.0002  -0.0003
O  11.8888  8.4846  24.476  -0.0007  -0.0002  0
O  13.1433  2.1442  15.7257  0  -0.003  -0.0001
O  11.597  5.4719  19.8306  -0.0002  -0.0002  -0.0004
O  7.1264  1.5942  26.0441  0  -0.0001  0.0002
O  7.7439  5.6089  16.8424  -0.0004  -0.0003  -0.0003
O  6.0661  9.2066  27.9675  0.0018  -0.0023  0.0033
O  1.9187  -0.6387  25.4717  0.0007  0.0001  0.0004
O  2.7182  4.4664  16.4382  -0.0009  -0.0015  -0.0035
O  3.07  1.2157  20.1747  -0.0007  -0.0004  -0.0009
O  5.9983  1.0196  16.5817  0.0002  0.0005  -0.0017
O  9.0908  6.4617  26.5343  0  0.0009  0.0038
O  7.3688  3.1642  15.7052  -0.001  -0.0018  -0.0006
O  4.5317  -0.8213  25.9575  -0.001  -0.0001  -0.0002
O  4.2708  5.1401  26.172  -0.0006  -0.0004  0.0007
O  2.3146  9.6308  19.7095  -0.0004  0.0004  -0.0007
O  8.7283  3.791  26.1801  -0.0007  -0.0014  0.0013
O  5.1279  10.5878  21.5606  -0.0005  -0.001  0.0003
O  0.0826  8.1834  19.4113  -0.0004  -0.0001  -0.0004
O  5.8896  8.5037  20.0904  -0.0008  0.0002  0.0001
O  9.4783  1.4717  27.2128  0.0006  -0.0005  0.0007
O  11.2968  6.4634  22.841  -0.0006  -0.0001  -0.0006
O  8.4613  9.0331  20.3213  -0.0006  0  -0.0006
O  4.3369  8.2505  22.3354  -0.0002  0.0005  -0.0009
O  1.1646  6.3894  17.7015  -0.0003  0  -0.0008
O  14.6225  4.9851  19.0324  0.0001  -0.0005  0
O  6.0476  2.084  21.7662  -0.0012  -0.001  -0.0005
O  2.0127  11.5549  17.8492  -0.0029  0.0002  -0.0056
O  12.816  1.4109  22.1092  -0.0002  0  -0.0002
O  11.5738  2.5699  20.2227  -0.0005  0.0002  -0.0009
O  2.6968  3.523  21.3034  -0.0005  -0.0004  -0.0002
O  8.6907  8.2066  13.7643  0.0028  0.0025  -0.0128
O  8.8012  7.1461  22.2185  -0.0006  -0.0001  -0.0001
O  8.6277  0.611  24.1627  -0.0013  -0.0002  0.0002
O  3.6974  1.5035  22.7885  -0.0011  0  -0.0011
O  7.0056  10.4148  18.5531  -0.0005  0.0002  -0.0001
O  7.6715  3.364  20.3756  -0.0005  0.0009  0.0003
O  5.9398  0.6322  23.9338  0.0002  0.0002  0.0006
O  10.1268  1.2184  22.022  -0.0003  -0.0006  -0.0003
O  12.4143  3.7664  18.0784  -0.0002  0  -0.0004
O  5.9356  1.8676  19.0646  -0.0004  0.0006  -0.0001
O  5.1266  4.0778  20.2663  -0.0008  -0.0003  0.0001
O  11.0364  -0.682  26.4381  -0.0013  0.001  0.0006
O  12.0442  1.4961  27.655  -0.0011  -0.0004  0.0002
O  9.5396  -1.3339  22.6613  -0.0006  -0.0002  -0.0005
O  6.4488  4.1314  30.4145  0.0044  -0.003  -0.0026
O  7.2112  0.9526  14.1504  -0.0012  -0.0005  -0.0012
O  7.2162  5.3328  14.178  -0.0022  0.0015  -0.005
O  -1.2547  -0.3661  28.8771  -0.0009  -0.0013  0
O  12.1324  2.0705  13.0319  0.0007  -0.0054  0.0004
O  -0.5744  8.833  30.8779  0.0042  -0.0073  0.0074
O  2.0611  2.151  29.6645  -0.0009  -0.0004  0.0065
O  9.921  -1.3025  15.6062  0.0001  0.0019  0.0021
O  12.4301  -5.6034  30.2904  -0.0041  -0.0002  0.0019
O  3.4143  5.2215  30.6731  -0.0043  0.0019  0.0014
O  3.1204  1.2476  12.8984  -0.0051  0.0067  0.0006
O  2.1894  11.2172  31.582  -0.0025  -0.0016  -0.0005

Results
free energy: -183742.844 eV
free energy less fixed offsets of O -568.88, Si -635.61 eV per atom: 0.236 eV

The program warned: the cutoff lies below the one the program advises for these potential files; the exchange-correlation potential is rough where the density is thin.
